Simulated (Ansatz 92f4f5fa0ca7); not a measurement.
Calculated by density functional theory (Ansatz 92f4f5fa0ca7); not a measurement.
Periodic cell of 221 atoms, Si131O88B1H1, from a study of silicon, its oxide and their interface. The atomic structure is a simulated model.

Settings: functional PBE; potential files Ansatz PAW; basis plane waves; wave-function cutoff 700 eV; density cutoff ratio 5; exchange-correlation grid ratio 1; k mesh 2 x 2 x 1, shifted by 0.5 0.5 0.5 of a step; self-consistency stop 5e-08 eV per atom in the density residual; occupations fixed; spin none; net charge 0.

Cell vectors (angstrom)
a  10.938  0  0
b  0  10.938  0
c  0  0  32.3046

Atoms: element, x, y, z (angstrom)
Si  -0.1211  0.1917  24.7663
Si  5.684  -0.2843  24.741
Si  2.4236  2.9963  24.9176
Si  8.5392  2.4302  24.6013
Si  0.1817  5.2107  24.9503
Si  5.2905  5.8265  24.8894
Si  2.9344  7.9433  24.8678
Si  7.8906  8.4071  24.9975
Si  1.3344  1.3739  26.1983
Si  6.8578  1.3714  25.9812
Si  4.1285  4.1281  26.0968
Si  9.5136  4.0197  26.1318
Si  1.3667  6.8093  26.2047
Si  6.7754  6.8856  26.3412
Si  4.0755  9.5868  26.1218
Si  9.6042  9.5785  26.1065
Si  2.7304  0.0082  27.5118
Si  8.206  0.0189  27.4719
Si  -0.033  2.7315  27.554
Si  5.496  2.7255  27.443
Si  2.7626  5.4491  27.5396
Si  8.2024  5.4446  27.5251
Si  -0.0037  8.2112  27.5122
Si  5.3983  8.2653  27.5946
Si  4.1018  1.3673  28.8863
Si  9.5708  1.3673  28.8863
Si  1.3673  4.1018  28.8863
Si  6.8362  4.1018  28.8863
Si  4.1018  6.8362  28.8863
Si  9.5708  6.8362  28.8863
Si  1.3673  9.5708  28.8863
Si  6.8362  9.5708  28.8863
Si  0  0  30.2536
Si  5.469  0  30.2536
Si  2.7345  2.7345  30.2536
Si  8.2035  2.7345  30.2536
Si  0  5.469  30.2536
Si  5.469  5.469  30.2536
Si  2.7345  8.2035  30.2536
Si  8.2035  8.2035  30.2536
Si  1.3673  1.3673  31.6208
Si  6.8362  1.3673  31.6208
Si  4.1018  4.1018  31.6208
Si  9.5708  4.1018  31.6208
Si  1.3673  6.8362  31.6208
Si  6.8362  6.8362  31.6208
Si  4.1018  9.5708  31.6208
Si  9.5708  9.5708  31.6208
Si  2.7345  0  0.6835
Si  8.2035  0  0.6835
Si  0  2.7345  0.6835
Si  5.469  2.7345  0.6835
Si  2.7345  5.469  0.6835
Si  8.2035  5.469  0.6835
Si  0  8.2035  0.6835
Si  5.469  8.2035  0.6835
Si  4.1018  1.3673  2.0507
Si  9.5708  1.3673  2.0507
Si  1.3673  4.1018  2.0507
Si  6.8362  4.1018  2.0507
Si  4.1018  6.8362  2.0507
Si  9.5708  6.8362  2.0507
Si  1.3673  9.5708  2.0507
Si  6.8362  9.5708  2.0507
Si  0  0  3.418
Si  5.469  0  3.418
Si  2.7345  2.7345  3.418
Si  8.2035  2.7345  3.418
Si  0  5.469  3.418
Si  5.469  5.469  3.418
Si  2.7345  8.2035  3.418
Si  8.2035  8.2035  3.418
Si  1.4179  1.341  4.7734
Si  6.8226  1.4018  4.7905
Si  4.0863  4.109  4.7875
Si  9.585  4.0875  4.805
Si  1.3774  6.816  4.8187
Si  6.8485  6.8309  4.7611
Si  4.0833  9.5929  4.7943
Si  9.6152  9.5285  4.7523
Si  2.738  -0.0201  6.2371
Si  8.2853  0.043  6.0333
Si  0.1158  2.767  6.1209
Si  5.452  2.7687  6.1895
Si  2.7342  5.4631  6.2156
Si  8.1896  5.4429  6.1607
Si  0.0217  8.1662  6.2039
Si  5.4922  8.25  6.0945
Si  3.8469  1.6531  7.5041
Si  9.9659  1.0889  7.2948
Si  1.5872  3.8956  7.6238
Si  6.5688  4.3852  7.5205
Si  4.3665  6.6665  7.4062
Si  9.2617  7.084  7.4505
Si  1.1779  9.6981  7.5865
Si  7.1112  9.4453  7.3162
O  1.3246  4.1376  24.4277
O  6.8374  9.5257  24.4002
O  2.7146  2.7504  8.0209
O  8.1648  8.2661  7.696
O  5.4717  5.5546  7.929
O  0.0433  -0.0748  7.9246
O  4.112  6.8844  24.3979
O  9.6857  1.2865  24.274
O  1.712  9.005  9.0136
O  0.9148  4.4287  9.0481
O  9.3465  1.9034  8.5808
O  6.638  10.0471  8.7727
O  4.5571  1.1142  8.8763
O  3.7397  7.332  8.7604
O  7.1349  3.8163  8.9513
O  9.5438  6.6304  8.9933
O  2.9059  2.2679  23.5151
O  5.0934  0.1659  23.2733
O  8.1497  2.974  23.088
O  10.3612  5.7602  23.6021
O  8.2999  7.4931  23.7067
O  2.2698  8.4853  23.4628
O  6.167  5.4646  23.5256
O  0.6408  10.5762  23.3975
Si  3.0784  8.4282  9.7557
Si  7.4985  3.8928  10.54
Si  -1.193  3.8485  15.8829
Si  3.3838  2.9499  22.1156
Si  7.0226  0.6529  19.7644
Si  12.2883  -5.7725  17.4612
Si  2.6848  9.4679  20.2587
Si  9.2542  6.3001  14.8185
Si  2.6419  11.1472  17.6608
Si  -2.1294  9.8741  17.7919
Si  4.7535  0.3602  21.6954
Si  9.242  12.3446  10.1258
Si  4.6177  11.177  10.2445
Si  3.3588  1.6676  12.7828
Si  9.0259  8.4902  12.8949
Si  0.9935  9.139  22.6849
Si  -0.1524  0.8651  16.418
Si  -1.1762  0.2394  13.8489
Si  0.3085  12.9767  12.0445
Si  5.5815  5.0488  22.0579
Si  6.8613  4.8547  15.3234
Si  5.2323  4.2191  12.7105
Si  4.5662  11.2572  15.4219
Si  4.1006  6.6607  20.0284
Si  4.3887  5.0929  17.338
Si  -0.8301  7.0274  17.8377
Si  4.9441  12.977  17.827
Si  3.0783  6.2975  12.0726
Si  7.9161  3.1175  21.4703
Si  9.5921  6.9997  22.8864
Si  9.6808  5.4232  20.4263
Si  11.8412  4.7904  10.66
Si  -3.5521  9.9518  14.9474
Si  1.7202  4.6689  20.3521
B  7.1159  10.6852  9.8913
Si  9.364  6.4666  10.598
O  8.2894  5.2748  10.9053
O  9.8555  -1.0353  12.8117
O  19.3561  13.5259  10.9017
O  2.8002  5.8533  20.5533
O  -2.8628  4.0073  16.1462
O  -4.7583  15.0278  14.0469
O  0.3148  5.3144  20.8118
O  3.7688  11.9046  11.3942
O  -1.0923  7.3751  13.7704
O  -0.0586  6.0553  11.0406
O  1.6561  4.2633  18.783
O  7.876  1.657  20.7373
O  3.8239  0.7816  14.0605
O  2.2466  10.0449  18.7905
O  1.3101  9.1437  21.0812
O  10.75  1.1801  10.7334
O  9.8338  0.1678  17.5252
O  9.6815  8.5538  18.2453
O  4.4342  1.935  21.4035
O  2.9494  18.6314  11.2094
O  6.5507  3.9935  21.2923
O  9.069  3.9392  20.6649
O  3.7161  8.2327  20.0205
O  0.8038  6.6989  17.8079
O  3.4157  -0.4311  21.2657
O  1.3351  11.9332  17.0639
O  1.7315  12.6281  12.7376
O  0.3217  3.5825  11.5756
O  9.9161  4.8053  14.5443
O  2.4203  16.0737  11.117
O  -14.2533  6.1672  14.7097
O  6.1732  11.1344  10.7805
O  -2.6956  11.2723  14.4707
O  10.8355  10.89  15.0601
O  5.5963  5.3322  16.2603
O  4.5107  6.2199  18.5084
O  13.7739  5.211  16.6871
O  9.0301  6.5185  21.44
O  3.4886  10.4927  16.4066
O  -0.3437  8.2554  22.8216
O  5.3221  6.329  21.0688
O  5.7945  -0.6816  15.0434
O  2.1012  3.3201  21.1803
O  -3.289  8.8335  13.7568
O  2.2654  6.5977  13.4567
O  3.6156  1.2873  18.4056
O  4.1661  4.3326  22.4308
O  5.969  -0.1284  20.7337
O  -1.3944  6.7867  16.3418
O  0.0712  4.4157  16.7876
O  -0.833  1.6708  13.1583
O  4.581  5.7166  12.4674
O  -1.4966  5.964  18.9019
O  3.9968  14.0989  12.8943
O  6.2694  1.576  18.6436
O  -3.0113  9.5115  16.4456
O  10.0821  2.2672  15.9462
O  8.8531  7.8181  11.4034
O  15.6153  3.6288  17.9908
O  4.0572  9.6888  9.9829
O  8.4468  -0.0231  10.13
O  6.1299  3.8214  11.4131
O  7.8789  -0.5286  19.0292
O  5.1287  12.5724  16.2422
H  2.5902  6.1592  14.2588

Results
free energy: -133516.802 eV
free energy less fixed offsets of B -155.45, H -17.10, O -569.03, Si -635.61 eV per atom: -4.702 eV

Forces (eV/angstrom), in the order of the atoms: element, x, y, z
Si  0.0055  0.0171  -0.0365
Si  0.0024  -0.0127  -0.0307
Si  -0.0297  0.002  -0.0482
Si  0.0182  -0.0028  -0.0305
Si  0.0081  -0.0022  -0.0211
Si  0.0059  0.0364  -0.0399
Si  0.0014  -0.0069  -0.0245
Si  -0.032  -0.017  -0.0464
Si  0.0025  -0.0241  -0.0036
Si  0.0042  0.0137  0.0114
Si  0.0061  0.0075  0.0162
Si  -0.0045  -0.0032  0.0063
Si  -0.0052  0.0015  -0.0096
Si  0.0137  -0.0251  -0.0008
Si  0.0043  -0.0012  -0.0047
Si  0.0059  0.0002  0.0225
Si  0.0064  -0.0049  0.0075
Si  -0.0114  0.0179  -0.0088
Si  -0.006  0.0038  -0.0094
Si  0.0059  -0.0063  0.0161
Si  0.0004  -0.0007  -0.0102
Si  0.0111  -0.0125  -0.0114
Si  -0.0073  0.0081  0.0077
Si  -0.0122  0.0184  -0.0088
Si  0.2247  0.0834  -0.3434
Si  -0.2552  -0.1416  0.1624
Si  -0.004  -0.0228  0.0843
Si  -0.0875  -0.2341  -0.1293
Si  -0.2486  -0.0011  0.4334
Si  0.0555  -0.0777  -0.1166
Si  0.0123  -0.0012  -0.0612
Si  0.1051  0.3847  0.0427
Si  -0.0456  -0.0097  -0.026
Si  0.1119  0.0442  0.0139
Si  -0.0291  0.0325  -0.0272
Si  -0.0197  -0.0765  0.0007
Si  0.0597  0.0411  0.0081
Si  -0.0255  0.0279  -0.0344
Si  -0.0282  -0.1205  0.0292
Si  -0.0324  -0.0063  -0.0443
Si  0.0153  -0.0419  0.0091
Si  -0.0331  0.0618  0.0051
Si  0.0209  0.006  0.008
Si  -0.0424  -0.0057  -0.0184
Si  -0.0338  0.0583  0.0126
Si  0.0241  -0.0201  0.0059
Si  -0.0174  0.021  -0.0198
Si  0.0465  -0.0234  0.0058
Si  0.0339  -0.0375  0.0076
Si  -0.0297  0.0146  -0.0126
Si  0.0019  0.0364  -0.0037
Si  0.035  -0.0649  0.0014
Si  -0.0148  0.0255  -0.0046
Si  0.0324  0.0073  0.0072
Si  0.0025  -0.051  0.0083
Si  -0.0327  0.0096  -0.0054
Si  0.0291  0.0988  -0.0272
Si  -0.0119  -0.0407  0.0341
Si  -0.0232  -0.039  0.0406
Si  0.0046  0.0287  -0.0016
Si  0.0422  -0.0142  0.0232
Si  -0.0369  0.0433  -0.0074
Si  -0.0205  0.0322  -0.0205
Si  0.0469  -0.0035  0.0473
Si  0.1969  -0.0266  -0.1134
Si  -0.0632  0.1399  0.119
Si  0.2165  -0.1015  -0.1505
Si  0.01  0.1187  0.0449
Si  -0.0209  0.0205  0.1801
Si  -0.0942  0.0167  -0.0506
Si  -0.0902  -0.0178  0.2083
Si  0.1318  -0.1454  -0.2371
Si  0.0018  -0.0007  0.0034
Si  -0.005  0.0076  0.0066
Si  0.0008  0.0004  0.0094
Si  -0.0049  0.0078  -0.0018
Si  0.0024  0.0032  -0.0161
Si  0.0018  -0.0027  0.0059
Si  -0.005  0.0062  -0.015
Si  0.0131  -0.0181  0.0113
Si  0.0019  -0.0048  0.0012
Si  -0.0175  0.0048  -0.0043
Si  -0.0034  0.0065  -0.006
Si  0.0144  0.0056  -0.0151
Si  -0.0224  -0.0195  -0.0051
Si  -0.0015  -0.019  -0.0135
Si  0.0055  -0.0025  -0.0075
Si  -0.0089  0.0023  0.0068
Si  0.0007  0.0108  0.0442
Si  0.0053  -0.0134  0.037
Si  -0.0001  -0.0188  0.0321
Si  -0.0083  0.0104  0.0345
Si  0.0118  -0.007  0.0418
Si  -0.0347  0.0267  0.0509
Si  -0.0192  0.0037  0.0355
Si  0.0142  -0.0179  0.0428
O  0.0101  -0.0081  -0.0271
O  -0.0056  0.0035  -0.0276
O  -0.0055  0.0093  0.025
O  0.0027  0.0041  0.0258
O  -0.0002  0.0037  0.0236
O  0.0062  0.002  0.0285
O  0.004  -0.0113  -0.03
O  -0.0017  0.0001  -0.0249
O  0.0071  0.02  -0.0262
O  0.0176  -0.0059  -0.0057
O  0.0104  -0.0278  0.0091
O  0.012  -0.017  -0.0332
O  -0.0209  -0.0067  0.006
O  0.0021  0.0037  -0.0094
O  -0.0047  0.0168  0.01
O  -0.0037  -0.0063  -0.0115
O  0.0049  0.0342  -0.0021
O  0.0052  -0.0023  -0.0123
O  -0.0014  -0.009  0.0016
O  -0.0091  0.0189  -0.0015
O  0.0196  0.0134  0.0102
O  -0.0099  0.0092  -0.0013
O  -0.0246  -0.0033  0.0056
O  -0.0212  -0.0087  0.0216
Si  0.006  -0.0003  -0.0022
Si  -0.0045  -0.0043  0.0021
Si  0.0009  -0.0103  -0.0059
Si  -0.0013  0.0023  0.0057
Si  0.0014  -0.0052  -0.0013
Si  -0.0018  -0.0005  0.0004
Si  -0.0052  0.0018  -0.0019
Si  -0.0046  0.0042  0.0009
Si  -0.0051  -0.0021  -0.0029
Si  -0.0034  -0.0028  0.0019
Si  -0.0021  0.0017  0.0002
Si  0.0007  -0.0038  -0.0082
Si  -0.002  -0.0061  0.0015
Si  0.0009  -0.003  0.0037
Si  -0.0036  0.0003  -0.0006
Si  -0.0068  -0.014  0.008
Si  -0.0008  0.0054  -0.0014
Si  0.001  0.0003  0.0016
Si  -0.0031  -0.0049  0.0018
Si  -0.0063  0.0021  0.0035
Si  -0.0005  0.0003  -0.0071
Si  0.0017  0.0018  0.0023
Si  -0.0004  -0.0045  -0.0018
Si  0.0035  0.0047  -0.0029
Si  0.0036  0.0029  -0.0042
Si  -0.0008  0.0022  -0.0009
Si  -0.0008  -0.0003  -0.0014
Si  0.0013  0.0043  0.004
Si  0.0013  0.0007  -0.0082
Si  0.0096  0.0045  0.0123
Si  -0.0042  0.0021  0.0001
Si  -0.0006  0.005  0.0088
Si  -0.005  -0.0044  0.0006
Si  -0.004  -0.0023  -0.0014
B  0.0041  -0.0038  -0.0034
Si  -0.0036  0.0058  0.0018
O  0.0111  -0.0014  -0.0147
O  -0.0218  0.0027  0.0212
O  -0.0069  0.0052  -0.0227
O  0.011  -0.0129  -0.0185
O  0.0064  0.0209  -0.0031
O  -0.0109  0.0136  -0.0135
O  -0.0007  -0.0082  -0.0247
O  0.0122  -0.0021  -0.0003
O  -0.0311  0.0009  0.0048
O  -0.0041  -0.0153  -0.006
O  -0.0024  0.0282  0.0226
O  -0.0171  0.009  -0.0023
O  0.0047  0.012  -0.0017
O  0.0127  0.0084  0.0051
O  0.0129  -0.0034  0.0026
O  -0.0232  0.0144  -0.0039
O  0.0042  -0.0107  -0.0215
O  -0.0162  0.003  -0.0154
O  -0.011  -0.0138  0.0144
O  0.0005  -0.0089  -0.0065
O  0.0061  0.0071  0.0185
O  -0.0116  0.0181  0.0115
O  -0.0102  -0.0065  0.0033
O  -0.0238  -0.0273  -0.0081
O  0.021  -0.0023  -0.0069
O  0.0032  -0.0189  0.0027
O  0.0037  0.0131  -0.0047
O  0.0128  -0.0096  -0.0112
O  -0.0209  0.0334  0.0064
O  -0.0229  0.0072  0.0064
O  0.0244  -0.0268  0.0165
O  -0.0349  0.0019  -0.0093
O  0.0143  -0.0325  -0.0043
O  -0.0251  0.0188  0.0021
O  -0.0072  -0.0148  0.0048
O  -0.0148  -0.0151  0.0102
O  0.0141  0.0014  0.0212
O  0.0185  -0.0191  -0.0033
O  0.004  0.0367  0.0069
O  0.0051  -0.0121  -0.01
O  -0.0208  -0.0199  -0.0038
O  0.0076  0.0159  0.009
O  0.017  0.0187  -0.0007
O  0.0213  0.0181  0.0033
O  0.0373  -0.0321  0.0241
O  0.0137  -0.0073  -0.028
O  0.01  -0.0152  -0.0301
O  -0.0094  0.0277  -0.0003
O  0.0015  -0.0099  -0.0067
O  0.0091  0.0118  0.0054
O  0.0075  -0.0215  0.0056
O  -0.0147  -0.0234  0.0008
O  0.0214  0.0119  0.0056
O  0.006  -0.0134  -0.0109
O  -0.0134  -0.0115  0.007
O  0.0102  0.0194  0.0012
O  0.0006  -0.0246  0.0128
O  0.0142  -0.0168  0.0005
O  -0.0065  0.0002  -0.0145
O  -0.0024  0.0226  0.005
O  0.0243  0.0265  0.0092
O  0.0066  0.0085  0.0062
O  -0.0033  0.0088  -0.0091
O  -0.0207  -0.0235  0.0217
H  -0.0197  0.0236  -0.0425

The program warned: the cutoff lies below the one the program advises for these potential files; the exchange-correlation potential is rough where the density is thin.
